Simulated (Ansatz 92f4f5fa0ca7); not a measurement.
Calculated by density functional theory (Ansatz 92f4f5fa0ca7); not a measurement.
Periodic cell of 159 atoms, Si96O61N2, from a study of silicon, its oxide and their interface. The atomic structure is a simulated model.

Settings: functional r2SCAN; potential files Ansatz norm-conserving; basis plane waves; wave-function cutoff 1300 eV; density cutoff ratio 4; exchange-correlation grid ratio 1; k mesh 2 x 2 x 1, shifted by 0.5 0.5 0.5 of a step; self-consistency stop 5e-08 eV per atom in the density residual; occupations Fermi-Dirac, 0.05 eV; spin none; net charge 0.

Cell vectors (angstrom)
a	10.9364	-0.1063	0.0739
b	-0.1063	11.0141	0.0364
c	0.1556	0.0767	23.0266

Atoms: element, x, y, z (angstrom)
Si	0.7476	-0.8026	-0.3558
Si	2.771	2.8505	-0.1786
Si	-0.1846	5.8654	0.2723
Si	2.8619	7.9223	0.2798
Si	5.027	0.5786	0.3871
Si	8.2491	2.4539	0.0238
Si	5.1931	5.5982	-0.3011
Si	8.3892	7.7952	-0.3206
Si	1.4088	1.2118	1.1908
Si	4.1195	4.3634	1.4205
Si	1.301	7.0098	1.5107
Si	4.0006	9.8585	1.3801
Si	6.8183	1.6097	1.6506
Si	9.7225	4.1397	1.5741
Si	6.8479	6.5393	1.0831
Si	9.6693	9.4211	1.0835
Si	0.0748	2.6665	2.5712
Si	2.4931	-0.0884	2.7416
Si	-0.1076	8.4599	2.8924
Si	2.4652	5.3922	2.5784
Si	5.4402	3.0106	2.9915
Si	8.4045	-0.0498	2.6906
Si	5.7936	8.3331	2.254
Si	8.1588	5.2242	2.6527
Si	1.244	4.0925	4.2909
Si	3.8764	1.3778	3.8225
Si	1.5036	9.7267	4.2657
Si	3.991	6.8188	3.8662
Si	7.0081	4.1721	4.3287
Si	9.7521	1.4155	4.2474
Si	6.677	9.6056	4.1119
Si	9.4541	6.5578	4.1715
Si	0.2832	0.064	5.68
Si	2.7513	2.6874	5.3997
Si	-0.0437	5.2887	5.6081
Si	2.7482	7.9903	5.4335
Si	5.4511	0.152	5.1289
Si	8.2348	2.6731	5.422
Si	5.3318	5.4949	5.5123
Si	8.0844	8.0222	5.6865
Si	1.5851	1.3046	7.0659
Si	4.1977	3.8166	6.7431
Si	1.3154	6.7119	6.6859
Si	3.9818	9.6461	6.7354
Si	6.9673	1.2698	6.8291
Si	9.6116	3.7226	7.0677
Si	6.7137	6.6217	6.9672
Si	9.5694	9.4524	7.0861
Si	0.0925	2.4631	8.4702
Si	2.9772	-0.1794	8.3462
Si	0.0606	8.1667	8.2928
Si	2.7215	5.3538	8.1016
Si	5.5298	2.6108	8.3046
Si	8.3014	-0.0946	8.3256
Si	5.7075	8.3832	8.1092
Si	8.2159	5.2764	8.4089
Si	1.1511	4.2837	9.4972
Si	4.2932	1.3093	9.7449
Si	1.3688	9.441	9.7317
Si	4.4128	6.6603	9.197
Si	6.8335	4.2121	9.8787
Si	9.5254	1.4956	10.0703
Si	6.8956	9.5445	9.997
Si	9.8873	6.8625	9.8942
Si	-0.0971	-0.3066	10.9354
Si	2.857	3.0693	10.7279
Si	0.464	5.8662	11.0982
Si	2.7542	7.9321	10.7969
Si	6.0094	0.2459	11.2128
Si	7.898	2.6565	11.4313
Si	5.0498	5.3444	10.8856
Si	8.6817	8.2049	11.0194
Si	-0.6598	3.3382	16.3431
Si	-1.1712	4.615	13.4761
Si	3.8593	8.5411	15.2555
Si	1.8794	12.6942	16.0088
Si	0.9748	15.4038	20.9207
Si	6.6048	-3.5088	15.9913
Si	5.3913	6.2911	13.8431
Si	5.0047	2.2672	16.4928
Si	-1.9215	-1.6555	15.5629
Si	-4.0064	1.0895	21.1137
Si	-7.1697	10.0657	12.7637
Si	-6.0025	9.0047	17.8337
Si	-1.2501	4.6788	19.0824
Si	-1.5745	10.315	18.1716
Si	2.6877	7.0582	17.435
Si	8.3089	7.1978	13.7306
Si	3.3432	0.3205	18.1533
Si	7.1739	-7.0229	20.9935
Si	-3.7575	9.2918	19.953
Si	11.6975	6.7297	19.4588
Si	12.6314	0.8884	12.9469
Si	5.0717	5.148	16.3721
Si	-3.0424	12.0535	16.4164
Si	12.0561	-1.1541	19.8674
O	-2.6252	1.2978	21.9768
O	0.3259	-0.4764	21.1693
O	2.4195	3.3596	21.218
O	3.946	1.6542	0.0181
O	-3.2803	-2.6954	21.2226
O	-0.7322	6.1468	19.248
O	3.8439	6.6897	-0.4889
O	11.7777	4.8011	22.468
O	6.4817	-4.8833	16.9627
O	5.6946	0.3763	21.8685
O	8.0771	-0.3839	15.4516
O	7.8255	4.153	22.6236
O	5.616	4.7653	21.2898
O	8.035	4.4594	19.7813
O	-4.6125	1.4116	16.2251
O	13.4101	8.0831	16.3028
O	-1.0579	-1.6354	11.4412
O	0.4161	0.2162	12.4142
O	1.7946	2.4033	11.9751
O	3.6332	2.0449	15.7688
O	-0.1727	5.0007	12.2658
O	1.872	6.4899	11.3695
O	3.7007	8.538	12.0531
O	3.6692	7.9736	18.4199
O	-1.7809	2.1432	16.1269
O	6.8886	1.374	12.0735
O	8.6459	3.5008	12.6887
O	3.7042	5.8447	17.0089
O	3.9817	4.1715	11.3561
O	5.6078	6.0781	12.3071
O	7.9962	7.3658	12.2048
O	4.1123	7.1636	14.1959
O	-2.9535	-2.6476	16.2861
O	-8.105	0.1918	12.442
O	-2.0371	5.8014	14.0162
O	1.4179	1.5556	14.4718
O	-0.9998	9.6096	16.8185
O	1.0581	8.2948	19.8297
O	2.2885	21.6936	19.4656
O	5.447	14.7798	16.9332
O	-0.0635	-0.4487	18.8122
O	10.6829	14.6797	20.0898
O	4.9046	5.0065	14.7659
O	10.4937	3.9068	14.9014
O	0.5469	13.4656	16.9032
N	6.7281	7.2225	14.4458
O	-1.2171	15.2171	17.6926
N	5.3116	8.624	16.2683
O	-3.8124	10.8787	20.109
O	-4.9341	-2.3382	19.0092
O	2.0013	-1.8254	22.112
O	-2.2749	-1.8743	18.93
O	-5.5896	10.5192	12.4024
O	-1.7211	8.5446	14.2361
O	-2.4945	0.5611	17.8607
O	-7.1741	-1.0636	14.4097
O	-0.9274	-3.9426	22.5403
O	12.1452	6.6576	17.8891
O	2.1371	0.4165	16.9977
O	4.0034	12.8862	18.2441
O	1.6463	16.9575	20.3804
O	6.5796	2.4398	20.703
O	4.4024	10.3699	17.9243

Results
free energy: -40178.028 eV
free energy less fixed offsets of N -289.75, O -463.61, Si -117.95 eV per atom: 4.882 eV
pressure: -2.62 GPa
stress xx, yy, zz, yz, xz, xy (GPa, positive in tension): 2.98, 2.49, 2.4, 0.79, 1.75, 0.05

Forces (eV/angstrom), in the order of the atoms: element, x, y, z
Si	-0.5519	0.2161	0.1288
Si	0.3638	-0.7232	0.4239
Si	-0.6132	0.4169	-0.382
Si	1.5204	1.9672	-3.1322
Si	2.0277	0.545	-1.1671
Si	0.2828	1.8414	2.3361
Si	-2.3144	0.2515	-0.1259
Si	-1.4946	0.5393	0.7197
Si	-0.8248	0.7466	-1.6847
Si	-0.1775	-1.3472	-1.2803
Si	-1.3084	0.3226	1.6303
Si	-0.3344	-3.6687	0.6179
Si	-0.2097	-0.9374	0.2903
Si	0.1427	-2.3927	-1.3599
Si	0.8372	1.1084	-0.5682
Si	-0.6832	0.4773	0.6902
Si	0.3896	0.2311	1.3708
Si	2.5088	1.3324	-2.3849
Si	0.0396	-1.2119	-0.2381
Si	0.6191	0.2619	2.4026
Si	-0.3495	-0.5484	-1.0396
Si	-0.3309	0.1579	0.4113
Si	-1.9557	0.0611	1.8864
Si	-1.1293	1.4022	0.84
Si	1.494	-1.3003	-2.7172
Si	1.2483	0.7508	1.0783
Si	-2.5237	-2.4098	2.0737
Si	1.1542	-0.144	-0.4542
Si	-2.2284	0.8438	-0.3407
Si	0.1313	-1.8113	-0.9229
Si	2.0965	-1.1347	-0.8203
Si	0.5107	1.4596	0.3387
Si	-1.7338	-0.7917	-0.7706
Si	-0.533	-0.6637	0.5552
Si	-2.2284	0.687	-0.1481
Si	0.1283	1.7622	-0.2272
Si	-0.6595	-0.5576	1.8676
Si	0.7998	-0.6562	1.7737
Si	0.2266	-0.5589	-0.76
Si	0.3969	0.4849	-1.2004
Si	0.4639	0.2133	0.2173
Si	-0.3853	1.4221	1.0029
Si	0.5674	0.7746	1.8361
Si	1.6437	-0.6697	-0.324
Si	-0.8825	-0.1628	-0.0372
Si	-0.2035	0.5335	0.2718
Si	1.3648	0.7845	0.4877
Si	0.2168	0.3324	-0.782
Si	-0.5244	1.638	-0.6644
Si	-0.5826	0.4072	0.6338
Si	0.7349	0.0817	-1.5184
Si	0.4812	-0.1976	-0.96
Si	1.1634	0.6114	-0.4108
Si	-0.0754	0.243	1.0424
Si	-1.0695	0.0245	1.0017
Si	1.2901	0.7263	-0.0821
Si	1.5316	-0.8495	-0.0041
Si	-0.3341	-0.2352	0.3875
Si	0.5574	1.1935	-0.7977
Si	-2.5271	2.175	0.3789
Si	-0.6627	-1.8963	0.1219
Si	0.0718	-2.3837	-0.8049
Si	0.9748	-0.1298	-2.0308
Si	-0.8218	-2.6282	-2.5605
Si	-1.7216	-0.5853	1.0062
Si	-1.0234	-0.1607	1.522
Si	-0.734	-1.8356	-1.7784
Si	0.958	-2.6825	0.1659
Si	0.0393	1.0704	-0.5907
Si	0.2547	-0.0847	1.2843
Si	0.936	-0.828	1.8449
Si	-1.9551	2.5663	-0.339
Si	0.311	-2.5644	-0.5507
Si	-0.8293	-2.7979	-1.2731
Si	-0.2326	-6.5489	3.1495
Si	-1.0347	-0.3884	1.9905
Si	3.7284	0.8203	0.1431
Si	3.1256	-0.1158	3.1643
Si	-0.1462	0.6659	0.6074
Si	0.5145	-1.0833	6.3025
Si	-2.1242	0.3575	1.2082
Si	2.2801	-1.4915	-1.8436
Si	3.6068	-0.7579	1.4611
Si	-2.0545	-1.6935	0.9719
Si	-2.3814	-0.4916	4.7916
Si	-0.0303	-1.3848	0.7332
Si	3.9807	2.5658	-1.5339
Si	-1.1451	-0.6336	2.7026
Si	-1.7509	4.2117	0.3243
Si	-0.3192	0.28	0.3828
Si	1.953	-1.7912	-2.5326
Si	-0.0176	-1.4465	-0.5988
Si	-3.5951	6.6097	2.1262
Si	0.1043	3.5033	1.9185
Si	-1.3009	-0.5029	-0.9654
Si	-2.3801	0.3779	0.4014
O	0.5886	1.1192	0.1007
O	0.6875	0.4222	-0.4006
O	-1.0896	0.0081	1.3871
O	-1.9925	2.3119	-0.9921
O	0.6957	0.5985	0.6766
O	0.607	2.3733	1.0545
O	0.2261	1.1346	0.5873
O	-1.2081	-0.2362	-0.3009
O	-2.1495	0.2413	-2.7239
O	-1.6575	-1.6487	2.3702
O	1.4235	0.5797	-0.1184
O	-0.802	-2.5663	-3.907
O	1.0368	1.4157	1.2787
O	2.2186	-0.1257	0.1761
O	0.9176	0.9227	-0.0175
O	2.5669	-0.2258	-2.2609
O	0.6957	1.6567	-0.0942
O	-1.5943	-0.7905	-0.4945
O	1.8583	-0.3857	-0.5101
O	-1.6711	0.8912	-2.3361
O	-0.1618	-0.1407	2.0287
O	2.3513	3.3672	0.5834
O	-1.9335	0.7117	-0.7258
O	-1.1297	-1.128	-0.4363
O	-0.8339	1.2526	-0.8679
O	1.4159	1.7181	-1.8071
O	0.4413	-0.2571	0.3655
O	-0.0756	-1.1978	-0.6798
O	-0.5624	-0.3926	-0.3505
O	-0.7124	-1.4149	-2.4227
O	0.4357	-0.0304	-0.7758
O	-1.7662	3.9877	1.9704
O	-0.429	-0.977	1.0542
O	3.7803	-2.3457	-1.247
O	-0.5706	2.6187	-0.0149
O	0.816	-1.4131	-1.7155
O	0.0976	0.4559	-2.1842
O	-0.7824	3.3326	0.2316
O	0.0526	0.1194	0.6297
O	-0.6019	-3.2326	-0.1327
O	1.1575	0.2687	0.6691
O	0.3371	0.8264	0.9151
O	1.5869	-0.2741	-0.2831
O	-0.5147	-0.1447	0.6699
O	1.9625	1.0437	-2.5567
N	-0.0905	-2.1766	-3.029
O	-0.0858	-1.2266	-4.839
N	-2.5141	0.0198	0.156
O	-0.2195	0.7825	0.6054
O	3.2551	0.9884	2.0924
O	2.1	-1.7382	2.8637
O	-1.2914	0.5427	1.1334
O	-3.0994	-0.8032	1.7356
O	0.5717	-0.1971	-0.5294
O	0.4258	-0.8167	0.1929
O	-0.5864	3.1042	-4.3789
O	0.7797	-1.406	-1.0899
O	-0.7747	-1.2814	0.9287
O	0.9443	0.1767	-0.5512
O	0.2408	-2.1894	-1.9827
O	-2.2044	-2.7826	-0.7444
O	0.4098	2.3408	-0.5472
O	1.6772	0.0394	-0.7216
